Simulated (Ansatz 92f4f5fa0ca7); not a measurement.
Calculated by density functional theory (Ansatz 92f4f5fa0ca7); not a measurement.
Periodic cell of 256 atoms, Si144O112, from a study of silicon, its oxide and their interface. The atomic structure is a simulated model.

Settings
functional: r2SCAN
potential files: Ansatz norm-conserving
basis: plane waves
wave-function cutoff: 1300 eV
density cutoff ratio: 4
exchange-correlation grid ratio: 1
k mesh: 2 x 2 x 1, shifted by 0.5 0.5 0.5 of a step
self-consistency stop: 5e-08 eV per atom in the density residual
occupations: Fermi-Dirac, 0.05 eV
spin: none
net charge: 0

Cell vectors (angstrom)
a, 10.888, 0, 0
b, 0, 10.888, 0
c, 0, 0, 36.3619

Atoms: element, x, y, z (angstrom)
Si, -0.1797, 0.3782, 0.4126
Si, 2.6073, 2.8113, -0.0156
Si, 0.5361, 5.2008, -0.079
Si, 3.0166, 7.7963, 0.0476
Si, 5.6296, -0.2604, 0.1146
Si, 8.4961, 2.5794, -0.0455
Si, 5.4299, 5.728, 0.0435
Si, 7.8162, 8.3617, 0.0599
Si, 1.4573, 1.4832, 1.5617
Si, 4.2207, 4.0378, 1.2178
Si, 1.4795, 6.7247, 1.4335
Si, 4.0348, 9.4938, 1.3605
Si, 6.8751, 1.3808, 1.2647
Si, 9.6165, 4.2197, 1.1945
Si, 6.815, 6.8599, 1.5332
Si, 9.4859, 9.504, 1.3518
Si, 0.0018, 2.8717, 2.7459
Si, 2.7532, -0.0206, 2.7697
Si, 0.0235, 8.1403, 2.6702
Si, 2.853, 5.3603, 2.7265
Si, 5.5206, 2.7071, 2.6522
Si, 8.1442, -0.0063, 2.7238
Si, 5.386, 8.1917, 2.8129
Si, 8.2602, 5.463, 2.6974
Si, 1.4042, 4.1257, 4.1227
Si, 4.1487, 1.3616, 4.0672
Si, 1.3575, 9.5041, 4.076
Si, 4.0917, 6.7752, 4.133
Si, 6.8661, 4.0745, 4.0341
Si, 9.534, 1.3949, 4.0409
Si, 6.781, 9.563, 4.1145
Si, 9.5793, 6.8126, 4.0887
Si, -0.0035, 0.0127, 5.4032
Si, 2.7437, 2.7054, 5.4252
Si, 0.0375, 5.4737, 5.4811
Si, 2.707, 8.1444, 5.4628
Si, 5.4567, 0.0208, 5.4919
Si, 8.1789, 2.7159, 5.4437
Si, 5.4927, 5.4235, 5.4269
Si, 8.1696, 8.1725, 5.4172
Si, 1.3615, 1.3547, 6.778
Si, 4.0986, 4.0784, 6.7806
Si, 1.3628, 6.8199, 6.8636
Si, 4.0772, 9.5196, 6.8136
Si, 6.8198, 1.3752, 6.8382
Si, 9.5416, 4.0827, 6.8046
Si, 6.8187, 6.8047, 6.7878
Si, 9.5201, 9.5424, 6.7745
Si, 0.0089, 2.7077, 8.1699
Si, 2.6975, -0.0007, 8.15
Si, -0.0338, 8.1916, 8.1653
Si, 2.7392, 5.4239, 8.1762
Si, 5.4283, 2.7312, 8.1661
Si, 8.1788, -0.0094, 8.1788
Si, 5.4438, 8.1412, 8.1698
Si, 8.1597, 5.4472, 8.1504
Si, 1.3657, 4.0697, 9.5436
Si, 4.0377, 1.3787, 9.5038
Si, 1.3285, 9.545, 9.5128
Si, 4.0811, 6.7823, 9.555
Si, 6.7834, 4.0987, 9.509
Si, 9.5328, 1.3505, 9.5517
Si, 6.8015, 9.5126, 9.5279
Si, 9.4962, 6.8153, 9.5129
Si, 0.0143, -0.0033, 10.9339
Si, 2.7068, 2.7081, 10.9408
Si, -0.0309, 5.4501, 10.8498
Si, 2.6644, 8.1623, 10.8475
Si, 5.3928, 0.0041, 10.817
Si, 8.1281, 2.7334, 10.8521
Si, 5.4275, 5.3991, 10.9315
Si, 8.149, 8.1475, 10.9156
Si, 1.3632, 1.3502, 12.3387
Si, 4.0623, 4.0465, 12.3386
Si, 1.2975, 6.8179, 12.2197
Si, 4.0121, 9.553, 12.1627
Si, 6.7066, 1.3907, 12.1661
Si, 9.5036, 4.0812, 12.2009
Si, 6.7843, 6.7664, 12.2732
Si, 9.5307, 9.5096, 12.2679
Si, -0.0562, 2.7307, 13.614
Si, 2.7427, -0.0304, 13.6876
Si, -0.0205, 8.1561, 13.6787
Si, 2.6362, 5.4486, 13.5885
Si, 5.3918, 2.6357, 13.7176
Si, 8.0938, 0.0371, 13.4504
Si, 5.3276, 8.1522, 13.4809
Si, 8.1551, 5.3953, 13.6262
Si, 1.0877, 4.3055, 14.9379
Si, 4.372, 0.9566, 15.1102
Si, 1.5868, 9.2882, 14.9973
Si, 3.7616, 7.0559, 14.8532
Si, 7.0263, 3.7865, 14.9337
Si, 9.1918, 1.5636, 14.8273
Si, 6.5736, 9.6841, 14.6805
Si, 9.752, 6.5131, 14.9489
Si, 11.9466, -14.4662, 34.1576
Si, -2.1767, 10.1418, 18.7887
Si, 28.7401, -6.7544, 23.353
Si, -12.2891, 4.7406, 29.4204
Si, 18.7568, 7.8438, 16.9426
Si, 18.2387, -22.2006, 21.3659
Si, 16.5204, -4.7355, 27.0295
Si, 27.562, -2.2909, 22.992
Si, 17.9889, -19.1875, 33.6193
Si, 17.059, -22.4402, 25.562
Si, 26.4027, 11.09, 31.3448
Si, 25.9151, -6.5922, 22.4677
Si, 8.3981, -4.1469, 31.4562
Si, 44.6909, -4.6267, 28.5699
Si, 32.2847, -25.1154, 23.9158
Si, 22.4314, -20.4664, 21.4744
Si, 5.1805, 5.4715, 19.9222
Si, 43.5041, -11.2343, 31.6105
Si, 5.6263, -16.1048, 17.014
Si, 17.8525, -19.4775, 30.8018
Si, 18.7808, -17.5769, 20.4397
Si, 9.0367, -0.0233, 25.896
Si, 22.0109, -10.1788, 27.6922
Si, 13.954, -9.3715, 23.1492
Si, 35.574, -16.8944, 26.6053
Si, -0.0369, -17.7883, 20.1484
Si, 4.0617, -20.134, 18.2019
Si, 23.5395, -14.3124, 26.0012
Si, 42.6424, -19.7026, 30.0791
Si, 4.1651, -13.104, 27.2622
Si, -23.0041, -0.6144, 23.0775
Si, 8.3309, 10.5945, 33.139
Si, 35.6132, 0.0432, 28.6933
Si, 0.5898, -14.12, 31.2439
Si, 57.5471, -21.865, 20.6064
Si, 28.0045, -24.0294, 32.1728
Si, 1.5344, -18.7904, 17.7385
Si, 25.3901, -24.8643, 21.2028
Si, 17.8955, 2.1186, 25.6895
Si, 21.7084, -11.8119, 34.3468
Si, 39.6448, 6.64, 34.0516
Si, 17.8642, -7.0319, 28.2508
Si, -31.125, 5.8278, 22.1711
Si, 0.0782, 22.0011, 17.0753
Si, 7.6615, 6.7065, 24.6172
Si, -8.3139, -9.1674, 26.1941
Si, 28.6958, -9.3097, 19.2251
Si, 26.1304, -20.4025, 34.1889
O, -6.6443, 6.7866, -0.3022
O, 9.8162, 0.7089, -20.3093
O, -3.0576, 12.0887, -3.0653
O, 27.3736, -8.8234, -17.9216
O, 11.8971, -9.5313, -9.9345
O, 18.8578, -4.8124, -3.4748
O, 0.4833, 5.9488, -1.5411
O, 6.235, 5.5158, -1.3902
O, 4.0431, -8.1222, -13.4397
O, 9.2493, -0.6048, -4.5195
O, 14.4801, 11.2509, -14.2501
O, -11.8631, 7.3106, -4.8733
O, -9.4006, -6.9672, -0.4302
O, 17.9571, 3.2616, -4.2279
O, 27.339, 2.4491, -2.2672
O, 26.709, -16.6317, 18.3628
O, 0.999, 9.9927, 16.3512
O, 0.9439, 1.4977, 17.5172
O, 13.2052, -5.6693, 28.1087
O, 3.8516, 12.1695, 16.6233
O, 13.6066, 3.331, 26.2273
O, 24.897, -13.4286, 26.0615
O, 8.4819, 1.5021, 25.9605
O, 9.1505, -3.8243, 16.3563
O, 25.0597, -12.5641, 20.5233
O, 7.3598, -2.0132, 15.8291
O, 11.4287, -6.9995, 18.6363
O, 5.5045, 4.8312, 23.1597
O, -4.9437, -9.9682, 25.6162
O, 8.0952, -11.129, 22.795
O, 24.5699, -5.8036, 22.9098
O, 26.2629, -5.6925, 26.3982
O, -7.0297, 0.4551, 19.2796
O, 13.581, -2.732, 15.4513
O, 7.648, -7.1796, 21.9572
O, 10.5103, 11.1675, 22.085
O, -2.308, 3.941, 28.3554
O, -1.4818, 4.7201, 20.2047
O, 10.8718, 5.4162, 15.4046
O, 39.9335, -24.7726, 31.1448
O, -14.865, 2.8263, 24.2622
O, 7.7581, -29.7332, 19.4488
O, 21.1068, -7.2395, 30.3884
O, 6.2295, -23.3295, 21.613
O, -10.5888, 6.3006, 23.1118
O, 6.3679, 3.1356, 29.561
O, 18.7709, -5.6894, 24.1145
O, 11.8735, -6.0721, 21.0562
O, 12.6309, -7.2019, 16.293
O, 21.6212, -19.3017, 20.7172
O, 16.7042, -25.1639, 33.2732
O, 43.2404, -5.3311, 28.5829
O, 22.4193, 10.6353, 33.07
O, -6.5263, -13.8573, 22.6429
O, 6.5927, -29.5726, 26.8943
O, 29.5232, -22.7816, 25.7972
O, -4.1903, -4.1715, 25.9309
O, 9.7194, 1.5085, 36.0904
O, 33.7642, -25.2029, 27.4834
O, -2.3466, -0.9059, 20.3804
O, 1.5963, -32.1878, 20.4539
O, 11.6565, -2.7914, 24.9181
O, 26.3792, -14.8288, 20.2379
O, 18.6279, -21.2879, 18.3342
O, 36.0459, -9.8603, 27.4482
O, 24.7482, -29.8491, 18.471
O, 30.0569, 19.5985, 18.2123
O, 21.1182, -0.4229, 18.3566
O, 17.2387, 15.3282, 16.2625
O, 46.5877, -9.7332, 24.734
O, 9.9894, -11.2113, 27.1676
O, 5.984, 1.0388, 31.0606
O, 17.6095, -4.0856, 17.3545
O, 14.865, -10.1098, 32.729
O, 5.5454, -11.0357, 15.3809
O, 4.3781, -28.2516, 20.8572
O, 44.2717, -11.2358, 35.6125
O, 20.9488, -13.0617, 22.8788
O, 33.2901, 9.2528, 30.9023
O, 15.7713, -21.6235, 35.0946
O, 29.7314, -18.5943, 34.8749
O, 15.9202, -1.392, 31.4779
O, 9.9646, -11.1037, 24.5994
O, 17.8158, -3.3354, 23.4478
O, 4.4721, -4.5739, 16.102
O, 16.4786, -23.0052, 24.1784
O, 12.2856, -3.6769, 32.5848
O, 8.1353, -8.2131, 15.4265
O, 21.8477, -9.7854, 30.9266
O, 2.1768, 7.1098, 21.4282
O, 6.4016, -16.4288, 28.1753
O, 6.7484, -1.3568, 36.0485
O, 50.5844, -12.0801, 33.0705
O, 36.2346, 0.4598, 30.1372
O, 17.5409, 0.8762, 20.6818
O, 28.5664, -5.5314, 20.1546
O, 20.1303, 21.2083, 34.4394
O, 27.1265, -12.1669, 26.7726
O, 25.2077, -23.2519, 28.4744
O, 32.5255, -35.1832, 34.3049
O, 44.8833, -32.6403, 28.6626
O, 4.8473, -3.5619, 27.8003
O, 34.7579, -26.7561, 25.6355
O, 45.1231, -19.8471, 22.661
O, -2.9302, -3.3699, 35.0247
O, 20.0805, -3.6778, 24.8139
O, -7.765, 2.0955, 34.9633
O, 8.4276, 23.5069, 30.3981
O, 23.1086, -14.909, 30.0515
O, 2.3196, 7.9701, 34.939
O, 41.1202, -16.1419, 30.2891
O, 32.1257, -19.9379, 28.5328

Results
free energy: -68950.050 eV
free energy less fixed offsets of O -463.61, Si -117.95 eV per atom: -40.930 eV
pressure: 0.43 GPa
stress xx, yy, zz, yz, xz, xy (GPa, positive in tension): -0.15, -1.07, -0.08, -0.09, -0.62, -0.71

Forces (eV/angstrom), in the order of the atoms: element, x, y, z
Si, -0.0398, 0.0769, 0.0917
Si, 0.0007, 0.0393, 0.0654
Si, -0.0427, -0.0205, 0.1334
Si, 0.0136, 0.0045, 0.1019
Si, 0.012, -0.0039, 0.0642
Si, -0.0177, 0.0212, 0.1137
Si, -0.0282, -0.0069, 0.0603
Si, 0.0134, 0.0406, 0.0843
Si, -0.0057, -0.0003, 0.0213
Si, -0.0016, -0.0182, 0.003
Si, -0.0245, 0.0204, -0.0257
Si, 0.0022, -0.0044, 0.0198
Si, -0.0007, 0.0091, -0.0289
Si, 0.0158, 0.0029, 0.005
Si, -0.0047, 0.0033, 0.0161
Si, -0.0153, -0.0321, 0.0011
Si, 0, 0.0146, 0.0264
Si, 0.0115, -0.0054, 0.0095
Si, 0.0213, 0.0097, -0.0058
Si, -0.0186, 0.009, 0.0281
Si, -0.0013, -0.0145, 0.0131
Si, -0.0246, -0.0033, -0.0089
Si, -0.0033, 0.0112, 0.014
Si, 0.0075, -0.0314, -0.0036
Si, 0.0097, -0.0118, -0.0061
Si, -0.0084, 0.0076, 0.002
Si, 0.0124, -0.0118, 0.0048
Si, 0.0031, -0.0034, 0.0157
Si, -0.0068, 0.0185, -0.0079
Si, 0.01, -0.0178, -0.0093
Si, -0.0006, -0.0029, 0.0072
Si, -0.0181, 0.0123, -0.0001
Si, -0.0111, -0.0044, 0.0045
Si, 0.0075, -0.0026, 0.0046
Si, 0.0187, 0.0055, 0.007
Si, 0.0004, 0, 0.0098
Si, -0.0046, -0.0174, 0.0027
Si, -0.0081, 0.0004, -0.0076
Si, -0.0063, -0.0125, 0.0107
Si, 0.0048, 0.012, 0.0085
Si, -0.0026, -0.0068, 0.0037
Si, 0.0109, 0.0102, 0.0005
Si, -0.0064, 0.008, 0.0041
Si, -0.0008, 0.0107, 0.0064
Si, 0.0005, -0.0064, -0.0024
Si, 0.0171, -0.0093, 0.0038
Si, -0.0003, 0.0075, -0.0056
Si, -0.0137, 0.0127, -0.0096
Si, -0.0148, 0.0048, 0.0051
Si, -0.0057, -0.0174, 0.0002
Si, 0.0125, -0.0016, 0.0007
Si, -0.0091, 0.0063, 0.0015
Si, -0.0032, -0.0034, -0.0056
Si, -0.0007, -0.0045, 0.0069
Si, -0.0012, 0.0008, 0.0001
Si, -0.007, 0.0091, -0.0048
Si, 0.0085, -0.0017, -0.0143
Si, 0.0036, -0.0023, -0.0018
Si, -0.0115, 0.002, 0.0027
Si, 0.0119, 0.002, -0.0119
Si, -0.0032, 0.0037, -0.0039
Si, 0.0049, -0.0094, -0.0068
Si, -0.0017, -0.0016, -0.0081
Si, -0.0013, 0.0039, 0.0045
Si, 0.009, -0.0056, 0.0002
Si, -0.0054, -0.0099, 0.0052
Si, -0.002, 0.0072, 0.0039
Si, 0.0036, -0.0039, -0.0055
Si, -0.0037, -0.0033, 0.0008
Si, 0.0012, -0.0065, 0.0013
Si, -0.0017, 0.0017, 0
Si, 0.0011, -0.0096, 0.0054
Si, -0.0097, -0.0162, -0.0077
Si, 0.0163, 0.0177, -0.0024
Si, 0.0076, 0.0028, -0.0269
Si, -0.0054, -0.007, -0.0115
Si, -0.0007, -0.0034, -0.0279
Si, -0.0114, 0.0046, -0.013
Si, -0.0039, 0.0044, -0.0062
Si, -0.0052, 0.005, -0.0052
Si, 0.0013, 0.0159, 0.0117
Si, -0.0192, -0.002, 0.0143
Si, -0.0056, -0.0094, -0.0223
Si, -0.0011, 0.0026, 0.0131
Si, 0.0072, 0.0111, -0.0003
Si, -0.0105, -0.0009, -0.0113
Si, -0.0085, 0.0018, -0.0051
Si, 0.0101, 0.0062, -0.0106
Si, -0.0318, 0.0307, -0.1131
Si, 0.0312, -0.0001, -0.1582
Si, 0.0229, -0.0213, -0.127
Si, -0.0145, 0.0449, -0.1018
Si, 0.0068, -0.0089, -0.1286
Si, -0.0385, 0.0315, -0.1025
Si, -0.0319, 0.0117, -0.068
Si, 0.0268, -0.0279, -0.1302
Si, 0.0155, 0.0096, 0.2357
Si, 0.0234, -0.0174, -0.2051
Si, 0.0102, -0.0104, -0.1388
Si, -0.0254, 0.0261, 0.1519
Si, -0.0003, -0.0276, -0.1977
Si, 0.0238, 0.0612, -0.2013
Si, 0.0301, -0.012, 0.0677
Si, -0.0374, 0.0158, -0.137
Si, 0.0116, -0.0171, 0.213
Si, -0.0525, -0.045, -0.0339
Si, 0.0609, -0.0144, 0.2281
Si, -0.0025, 0.0237, -0.1291
Si, -0.0537, 0.0481, 0.1653
Si, -0.0756, 0.0168, 0.1514
Si, -0.0009, -0.0067, -0.0909
Si, 0.0229, 0.0198, -0.1505
Si, 0.0325, 0.0019, -0.2188
Si, -0.0348, -0.0213, 0.1377
Si, 0.0416, 0.0076, -0.2387
Si, -0.0197, -0.0171, 0.2484
Si, -0.0143, -0.0074, -0.1629
Si, 0.0552, -0.0088, -0.0106
Si, 0.0007, 0.027, 0.132
Si, -0.0157, -0.0319, -0.124
Si, -0.033, -0.0024, 0.0571
Si, 0.0025, -0.0111, -0.1819
Si, -0.0084, 0.003, -0.2691
Si, -0.0166, 0.0086, 0.0197
Si, -0.0399, -0.0527, 0.1726
Si, -0.0241, 0.0407, 0.0937
Si, -0.0368, 0.0399, -0.1224
Si, -0.02, -0.0155, 0.1474
Si, 0.0346, 0.0227, 0.1979
Si, -0.0292, 0.0398, 0.2064
Si, 0.0228, 0.0301, -0.1686
Si, 0.0035, 0.0053, 0.1393
Si, 0.0119, -0.0298, -0.244
Si, 0.0286, 0.0008, -0.1156
Si, -0.002, 0.0668, -0.0033
Si, -0.0597, -0.0465, 0.1405
Si, 0.0066, 0.0172, 0.1644
Si, 0.0468, -0.0395, 0.1671
Si, 0.0115, -0.0153, -0.1374
Si, 0.0079, -0.0124, -0.2011
Si, -0.0187, 0.001, -0.0646
Si, 0.0223, -0.0551, 0.0203
Si, -0.0005, -0.0315, -0.176
Si, -0.0008, 0.016, 0.1871
O, 0.0093, -0.0055, -0.0512
O, 0.0394, -0.0519, 0.1299
O, 0.0077, -0.0018, -0.0816
O, 0.047, 0.0046, 0.0987
O, 0.0074, 0.0188, -0.0319
O, 0.0551, -0.0034, -0.1216
O, -0.0007, 0.0183, -0.1134
O, 0.0144, 0.0039, -0.1142
O, -0.0049, -0.0076, 0.0352
O, 0.027, 0.0094, -0.0727
O, -0.004, 0.0395, 0.0853
O, 0.0177, -0.0164, -0.0475
O, 0.0101, -0.0221, -0.0546
O, -0.0109, -0.0075, -0.1542
O, 0.006, -0.0013, -0.0771
O, -0.0246, -0.0113, 0.1927
O, -0.0406, 0.0483, 0.1396
O, 0.0145, 0.0245, 0.0823
O, 0.0463, -0.017, -0.0639
O, -0.0047, 0.02, 0.2328
O, 0.009, 0.0156, -0.0059
O, 0.0003, -0.0053, -0.019
O, -0.0116, -0.0064, -0.0087
O, -0.0329, 0.0294, 0.1263
O, -0.0013, -0.0207, 0.0457
O, 0.0458, -0.0208, 0.1179
O, -0.0462, 0.0348, 0.1237
O, 0.0164, -0.0069, 0.0433
O, 0.0036, -0.0121, 0.0113
O, 0.0247, -0.0105, 0.0756
O, 0.0115, -0.0027, 0.0429
O, -0.0112, -0.0051, -0.0204
O, -0.0173, -0.0672, 0.1317
O, -0.0015, -0.0078, 0.056
O, -0.0215, 0.0111, 0.1124
O, -0.0251, -0.037, 0.0598
O, -0.0304, -0.0109, -0.0817
O, -0.006, -0.0022, 0.049
O, 0, -0.008, 0.0715
O, 0.0264, -0.0187, -0.0636
O, 0.002, -0.0231, 0.0407
O, 0.0174, 0.049, 0.073
O, 0.0033, 0.0129, -0.0555
O, -0.0138, -0.0242, 0.0731
O, -0.0265, 0.0331, 0.0683
O, 0.0039, 0.0476, -0.1248
O, 0.0148, 0.0186, 0.0401
O, 0.0395, 0.0426, 0.0865
O, 0.0168, -0.0321, 0.1616
O, 0.0051, -0.0213, 0.0724
O, 0.0021, 0.0108, -0.0692
O, 0.056, 0.0173, -0.0489
O, 0.0079, 0.0119, -0.1036
O, 0.0353, 0.0054, 0.0466
O, -0.0077, -0.03, -0.0666
O, -0.0026, -0.0122, 0.0123
O, 0.0009, 0.0085, -0.0014
O, 0.0428, -0.0291, -0.0351
O, 0.0207, 0.0123, -0.0563
O, -0.027, 0.0012, 0.1366
O, -0.0212, 0.0105, 0.0736
O, 0.018, 0.0063, 0.0219
O, -0.0418, 0.0347, 0.0806
O, -0.0291, 0.013, 0.1032
O, -0.0052, 0.0362, -0.0716
O, 0.0197, 0.0028, 0.1013
O, 0.0088, 0.0708, 0.1259
O, -0.0294, 0.0009, 0.1138
O, -0.055, 0.0408, 0.1308
O, -0.0001, 0.0101, 0.0506
O, -0.0294, -0.0124, -0.0514
O, 0.0238, 0.0269, -0.0733
O, -0.0059, -0.002, 0.0885
O, 0.0062, -0.0376, -0.1583
O, -0.0052, -0.0017, 0.0636
O, -0.0356, -0.03, 0.1118
O, 0.0013, -0.0116, -0.1298
O, 0.0134, -0.0193, 0.0373
O, 0.0182, -0.0176, -0.06
O, -0.0434, 0.0013, -0.0881
O, -0.0267, 0.0089, -0.1374
O, -0.0307, 0.0272, -0.0701
O, -0.0068, -0.0074, 0.0514
O, 0.0322, -0.0192, 0.0612
O, 0.0313, -0.0472, 0.1297
O, 0.0208, 0.0162, 0.0765
O, -0.0197, -0.0067, -0.1855
O, 0.026, -0.0104, 0.0697
O, 0.002, 0.0601, -0.0915
O, -0.0266, -0.0222, 0.0496
O, -0.0292, 0.0329, -0.0392
O, 0.0237, -0.0046, -0.0311
O, 0.0039, -0.0224, -0.0493
O, -0.0828, -0.0042, -0.1636
O, 0.0111, -0.0485, 0.1074
O, 0.0248, -0.0038, 0.0751
O, 0.0202, 0.0073, -0.092
O, 0.0308, 0.0115, -0.0282
O, 0.0068, -0.0391, -0.0657
O, 0.0059, 0.0026, -0.0667
O, -0.0225, -0.0187, -0.0405
O, 0.0022, 0.002, -0.03
O, 0.0161, -0.0073, -0.0143
O, 0.0227, 0.0051, 0.0572
O, 0.0054, -0.016, -0.1052
O, 0.0064, 0.0026, 0.0262
O, 0.0166, -0.0298, -0.1042
O, 0.0271, 0.0175, -0.0692
O, 0.0432, -0.0605, -0.1304
O, -0.0225, -0.0223, -0.1038
O, 0.0216, -0.0719, -0.1045
O, 0.0318, -0.0247, -0.0886
